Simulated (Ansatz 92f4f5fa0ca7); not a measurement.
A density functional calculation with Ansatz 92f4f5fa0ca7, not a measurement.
Periodic cell of 262 atoms, Si166O96, from a study of silicon, its oxide and their interface. The atomic structure is a simulated model.
Doubt: the cutoff is far below the 930 eV that the study's wrapper takes by default for these files, so forces and energies are approximate.

Settings: functional PBE; potential files Ansatz PAW; basis plane waves; wave-function cutoff 580 eV; density cutoff ratio 5; exchange-correlation grid ratio 1; k mesh 1 x 1 x 1, Gamma-centred; self-consistency stop 5e-08 eV per atom in the density residual; occupations fixed; spin none; net charge 0.

Cell vectors (angstrom)
a	10.938	0	0
b	0	10.938	0
c	0	0	38.139

Atoms: element, x, y, z (angstrom)
Si	0	0	0.683
Si	5.469	0	0.683
Si	2.7345	2.7345	0.683
Si	8.2035	2.7345	0.683
Si	0	5.469	0.683
Si	5.469	5.469	0.683
Si	2.7345	8.2035	0.683
Si	8.2035	8.2035	0.683
Si	1.3673	1.3673	2.0503
Si	6.8362	1.3673	2.0503
Si	4.1018	4.1018	2.0503
Si	9.5708	4.1018	2.0503
Si	1.3673	6.8362	2.0503
Si	6.8362	6.8362	2.0503
Si	4.1018	9.5708	2.0503
Si	9.5708	9.5708	2.0503
Si	2.7345	0	36.0875
Si	8.2035	0	36.0875
Si	0	2.7345	36.0875
Si	5.469	2.7345	36.0875
Si	2.7345	5.469	36.0875
Si	8.2035	5.469	36.0875
Si	0	8.2035	36.0875
Si	5.469	8.2035	36.0875
Si	4.1018	1.3673	37.4548
Si	9.5708	1.3673	37.4548
Si	1.3673	4.1018	37.4548
Si	6.8362	4.1018	37.4548
Si	4.1018	6.8362	37.4548
Si	9.5708	6.8362	37.4548
Si	1.3673	9.5708	37.4548
Si	6.8362	9.5708	37.4548
Si	-0.2895	0.2784	27.9719
Si	5.1741	-1.13	28.9439
Si	2.5042	2.5656	27.6293
Si	8.2565	2.1406	27.2508
Si	-0.2988	6.7423	27.836
Si	5.904	5.8437	27.4298
Si	2.3631	10.5585	26.9361
Si	8.6051	8.0039	28.0527
Si	-0.1012	2.8979	30.7414
Si	6.3555	0.989	29.3058
Si	3.8169	4.1386	28.951
Si	9.536	4.2119	29.3381
Si	1.5202	7.3981	29.2759
Si	7.0556	6.758	29.2938
Si	2.8725	9.4118	28.8922
Si	9.5158	9.6897	29.3568
Si	2.4357	0.0922	30.5639
Si	8.0926	0.0777	30.6746
Si	1.1137	1.6036	29.3043
Si	5.2933	2.7948	30.4217
Si	2.6027	5.5756	30.4527
Si	8.1929	5.4326	30.7684
Si	-0.0569	8.3556	30.7524
Si	5.6927	8.1825	30.5825
Si	4.0117	1.368	31.8542
Si	9.482	1.4489	32.0217
Si	1.3511	4.2329	31.9954
Si	6.7098	4.0544	31.9434
Si	4.0821	6.8967	31.8216
Si	9.5602	6.8671	32.051
Si	1.2641	9.6988	32.1089
Si	6.8822	9.5568	32.0747
Si	-0.0899	0.1003	33.431
Si	5.4175	0.019	33.2968
Si	2.715	2.7638	33.2962
Si	8.1059	2.7717	33.3737
Si	-0.0082	5.5178	33.4077
Si	5.4011	5.5064	33.2826
Si	2.7292	8.2487	33.2925
Si	8.2147	8.2123	33.4382
Si	1.3734	1.41	34.7246
Si	6.7991	1.3485	34.7143
Si	4.0932	4.1066	34.6936
Si	9.5506	4.1049	34.7195
Si	1.395	6.8719	34.7187
Si	6.8097	6.8148	34.7126
Si	4.0973	9.5767	34.7001
Si	9.5724	9.5846	34.7672
Si	2.7332	-0.0157	3.4251
Si	8.212	-0.0052	3.4201
Si	0.0213	2.7306	3.4169
Si	5.4687	2.7181	3.4125
Si	2.7347	5.4604	3.4101
Si	8.2203	5.4726	3.4261
Si	0.0143	8.2057	3.4233
Si	5.4778	8.1888	3.4046
Si	4.1391	1.3121	4.7855
Si	9.6324	1.3263	4.7768
Si	1.4024	4.0804	4.7933
Si	6.8526	4.076	4.7606
Si	4.1525	6.7743	4.7615
Si	9.6283	6.8142	4.7999
Si	1.4044	9.5298	4.8153
Si	6.8626	9.5258	4.7688
Si	0.0372	-0.052	6.1953
Si	5.4965	-0.0859	6.1568
Si	2.7957	2.7004	6.1316
Si	8.2532	2.7162	6.0759
Si	0.0707	5.4538	6.1897
Si	5.4807	5.3933	6.1637
Si	2.8207	8.1301	6.13
Si	8.2252	8.1568	6.1386
Si	1.4376	1.3713	7.5026
Si	6.964	1.2807	7.4078
Si	4.1908	3.9672	7.5777
Si	9.5547	4.0977	7.482
Si	1.5736	6.7297	7.5486
Si	6.8558	6.7762	7.4852
Si	4.16	9.444	7.557
Si	9.5874	9.4783	7.5438
Si	2.7751	-0.0719	8.8449
Si	8.266	-0.0014	8.8943
Si	0.0083	2.7701	8.7939
Si	5.537	2.4283	8.8335
Si	2.9132	5.3248	9.0248
Si	8.1184	5.3694	8.8844
Si	0.1694	8.1355	8.7864
Si	5.5863	8.1028	8.9652
Si	4.4614	0.8584	10.1595
Si	9.8163	1.25	10.1916
Si	1.2057	4.1816	10.2283
Si	6.9536	4.4071	10.6781
Si	4.5394	6.474	10.3475
Si	10.333	6.7845	10.519
Si	1.0772	9.8482	10.0424
Si	6.8097	9.6892	10.251
O	3.0998	1.1175	27.0251
O	3.6312	8.6152	23.4
O	-15.9779	9.5275	27.4746
O	9.493	1.0961	27.1393
O	0.2856	5.4289	10.8685
O	5.5726	-0.2373	10.7555
O	-1.5428	1.9438	11.634
O	6.3602	2.9693	10.1954
O	7.8934	4.1116	12.0215
O	10.0541	7.6844	11.8617
O	1.5854	9.1963	11.4579
O	9.7658	3.308	13.9444
O	7.7253	9.0983	11.5008
O	3.9249	1.7428	11.4433
O	5.7033	5.456	11.0065
O	1.6019	3.0629	11.3891
O	8.0751	2.7588	25.75
O	-0.0283	6.8049	26.2356
O	1.874	3.3423	26.292
O	6.4215	4.5535	26.5664
O	-0.4874	5.1763	28.3487
O	2.9107	9.793	25.6045
O	0.7146	10.6467	26.7728
O	8.5891	3.2929	28.361
Si	7.7701	5.1968	20.8628
Si	10.4579	-1.4749	14.746
Si	2.5978	6.8856	17.5476
Si	2.691	4.5662	19.4715
Si	4.6777	8.6945	22.1752
Si	9.434	6.9284	19.0375
Si	2.3218	15.0039	24.8898
Si	6.9826	-1.9459	18.6892
Si	-2.6209	2.3115	17.2832
Si	1.9574	9.9274	12.8631
Si	6.81	8.5172	26.575
Si	-0.1895	6.7214	16.2111
Si	8.6715	2.8581	12.7848
Si	-0.2723	11.1949	17.3411
Si	10.7266	-1.5358	19.8985
Si	8.7565	8.3909	12.5603
Si	11.9707	0.1689	22.0222
Si	15.2578	9.2193	17.9268
Si	11.6298	6.6704	24.7944
Si	6.6714	7.3327	14.2711
Si	7.4664	8.9553	23.6008
Si	2.3633	-1.6798	24.1673
Si	1.7749	-8.3899	17.0473
Si	4.9378	5.9744	21.0093
Si	10.239	3.8738	15.426
Si	2.4155	2.9428	22.0987
Si	7.1955	2.2282	20.2258
Si	-2.0068	6.155	23.6416
Si	4.8302	3.9617	23.3911
Si	2.5497	2.0531	12.2568
Si	4.0298	7.8094	13.0725
Si	6.6349	1.464	14.7668
Si	6.3543	-1.2161	16.0249
Si	16.2605	-0.1318	20.1741
Si	4.3926	5.8696	15.3186
Si	8.9979	11.0098	21.7612
Si	7.2533	4.0765	25.2463
Si	14.7296	2.784	14.9133
O	6.6125	-0.1594	14.8309
O	3.0536	2.0512	16.1634
O	12.8582	5.6337	24.9236
O	8.1822	7.9481	18.8401
O	15.5178	-0.7468	21.4973
O	8.5473	7.7372	23.6466
O	3.537	-4.1989	14.2169
O	4.858	5.3483	22.5268
O	10.1991	-2.8523	15.5525
O	4.3092	7.4889	21.1143
O	7.5659	1.9319	13.5342
O	10.8112	-11.9514	18.3501
O	2.0561	4.0218	20.8933
O	1.8982	0.6099	12.6732
O	10.5508	6.0789	23.7336
O	4.0798	4.3038	15.3393
O	5.7448	1.445	20.2845
O	5.5457	-2.7096	18.4331
O	13.3097	3.4405	18.3054
O	-0.4795	-0.2289	15.7952
O	1.212	19.0633	24.3231
O	14.886	4.0733	24.7635
O	2.8965	8.436	18.0088
O	1.7002	14.3017	23.5286
O	6.5	-4.764	20.5894
O	8.9241	5.5586	19.764
O	11.9686	9.9862	20.8032
O	9.3024	9.559	13.5858
O	4.2363	4.9859	19.8937
O	9.3405	1.1184	17.6762
O	7.0384	9.2733	25.1436
O	3.7221	7.1678	11.6026
O	8.2473	5.3179	24.8673
O	5.9899	5.9929	14.9218
O	-1.8054	14.4906	16.596
O	2.1292	-4.9629	18.833
O	6.7212	9.9482	19.9917
O	7.1436	1.962	16.2225
O	10.6072	7.7628	19.8483
O	5.9072	7.1269	26.3787
O	5.6269	8.032	13.236
O	0.7388	3.3199	16.0191
O	1.7424	10.5086	23.3462
O	11.9156	-1.4723	14.054
O	4.7411	-1.2787	16.3926
O	9.3538	9.9278	20.5966
O	7.2001	10.013	17.4069
O	5.1345	1.9964	14.5083
O	1.0375	1.2002	17.5904
O	7.1528	3.6912	20.9262
O	7.5832	2.6204	18.6927
O	17.119	8.45	22.7457
O	6.9502	-2.6407	15.5396
O	6.3283	3.6309	23.9593
O	3.9766	6.3736	16.8192
O	8.0333	7.1716	13.4045
O	3.4089	-1.6358	13.2536
O	2.8324	2.8699	13.6153
O	-2.4719	5.4384	22.2892
O	4.3252	-0.3823	18.8887
O	-0.5114	0.5805	22.3828
O	8.0988	10.3045	22.9292
O	8.2704	1.3504	21.075
O	10.4055	5.4786	15.2214
O	4.0448	2.8752	22.4195
O	9.9973	6.4374	17.6131
O	12.8074	12.4376	21.5818
O	1.4115	6.8575	16.4463
O	6.8985	12.3311	27.7733
O	-2.0962	6.3902	9.9935
O	10.889	10.9696	10.5075
O	4.4325	5.3603	27.9776

Results
free energy: -160126.374 eV
free energy less fixed offsets of O -568.88, Si -635.61 eV per atom: -2.634 eV

Forces (eV/angstrom), in the order of the atoms: element, x, y, z
Si	0.015	-0.0208	0.0022
Si	0.0227	-0.0403	0.0055
Si	0.0354	-0.0574	-0.0212
Si	0.016	-0.0165	0.0044
Si	0.0264	-0.0142	0.0073
Si	0.0556	-0.0366	0.0085
Si	0.0201	0	-0.0064
Si	0.0228	-0.0224	-0.0078
Si	0.0947	-0.0526	-0.0141
Si	0.094	-0.0562	-0.0279
Si	-0.0224	-0.1052	-0.0429
Si	0.0463	-0.0548	0.0552
Si	0.0109	0.0204	-0.0198
Si	0.1749	-0.061	-0.0641
Si	-0.0077	-0.0799	0.0101
Si	0.0501	-0.0388	0.0163
Si	-0.04	0.0362	-0.1366
Si	-0.2566	0.0491	0.1472
Si	-0.0815	0.1684	0.0631
Si	-0.0971	0.056	-0.0929
Si	0.018	-0.0039	-0.0797
Si	-0.1344	-0.0124	0.0267
Si	0.2122	0.0998	0.1491
Si	-0.0506	0.0313	-0.1132
Si	-0.0294	0.0523	-0.0052
Si	-0.0241	0.0327	-0.0062
Si	-0.0952	0.0648	0.0113
Si	0.0202	0.0014	0.0097
Si	-0.0156	0.0152	0.0059
Si	-0.0242	0.0243	-0.0226
Si	-0.0516	-0.0043	0.029
Si	0.0125	0.0344	0.0164
Si	0.0008	-0.0102	0.0118
Si	0.0529	-0.0383	0.0249
Si	-0.0072	-0.0065	0.016
Si	0.0001	-0.007	0.0074
Si	0.005	0.0504	0.0008
Si	0.0034	0.0082	0.0029
Si	-0.0194	0.0009	0.0044
Si	0.0024	-0.0005	0.0049
Si	-0.0056	-0.0026	0.0024
Si	-0.0082	0.0043	-0.0054
Si	-0.0011	0.0025	-0.0067
Si	-0.0153	-0.0283	0.0385
Si	0.0012	0.0006	-0.0067
Si	-0.0028	-0.0001	0.0022
Si	-0.0064	0.0064	-0.0043
Si	-0.0044	0.0097	-0.0049
Si	-0.0045	-0.0021	0.0176
Si	0.006	-0.0066	-0.0019
Si	-0.0104	0.012	-0.0088
Si	0.0018	-0.0017	-0.0017
Si	0.0054	0.0015	0.0045
Si	-0.0002	-0.0004	0.002
Si	-0.0043	0.0027	-0.0012
Si	-0.0074	0.0239	-0.0202
Si	0.0015	-0.0025	-0.0025
Si	-0.0002	0.0065	-0.0044
Si	-0.0016	-0.0011	0.0025
Si	0.0034	-0.0012	0.0011
Si	0.0021	-0.0012	0.0017
Si	-0.0004	-0.0027	0.0055
Si	0.0054	0.0028	-0.0014
Si	0.0008	0.0007	-0.0007
Si	-0.0023	-0.001	-0.0001
Si	0.0013	-0.0014	0.0008
Si	-0.0013	-0.0002	-0.0001
Si	0.0002	0.0005	0.0008
Si	0.0021	0	0.0009
Si	-0.0023	-0.0001	-0.002
Si	-0.0008	-0.0015	0.0005
Si	-0.0009	0.0035	-0.0004
Si	0.0002	0.001	-0.0009
Si	-0.0006	-0.0005	0.0006
Si	0.0039	-0.0016	-0.001
Si	-0.0003	-0.0004	0.0007
Si	-0.0004	0.0014	0.0009
Si	0.0003	-0.0001	0.0003
Si	0.0002	-0.0006	-0.0005
Si	0.0003	-0.002	0.0011
Si	-0.0005	-0.0007	-0.0001
Si	-0.0014	0.0003	0.0006
Si	0.0009	0.0004	0.0004
Si	-0.0011	0.0002	-0.0003
Si	-0.0007	0.0005	0.0003
Si	-0.0002	-0.0002	-0.0005
Si	-0.0007	0.0002	-0.0002
Si	0.001	0	-0.0004
Si	-0.0005	-0.0009	0.0008
Si	0.0011	0.0005	0.001
Si	0.0004	-0.001	0.0015
Si	0.0004	-0.0002	-0.0005
Si	0.0018	-0.0004	0.0011
Si	0.0001	-0.0003	0.0005
Si	0	-0.0004	0.0017
Si	-0.0004	0.0001	0.001
Si	-0.0002	-0.0022	0.0013
Si	0	-0.0005	-0.0004
Si	0.0017	0.0014	-0.0004
Si	0.0009	0.001	0
Si	0.0012	0.0001	-0.0008
Si	-0.0005	-0.0017	0.0017
Si	-0.0009	-0.0009	-0.0002
Si	0.0007	0.0009	-0.0004
Si	0.0009	0.0004	0.0046
Si	0	-0.0004	0.0003
Si	0.004	-0.0024	0.003
Si	0.0001	0.0011	-0.0002
Si	0.0011	-0.0018	0.0008
Si	0.0018	-0.0006	-0.0021
Si	0.0017	0.0018	0.0035
Si	0.0007	0.0016	-0.0001
Si	-0.0081	-0.002	-0.0078
Si	0.0022	0.0007	0.0039
Si	0.0017	-0.0008	-0.0011
Si	0.0008	0.0009	-0.0072
Si	0.0012	-0.0013	0.001
Si	-0.0014	0.005	0.0009
Si	0	-0.0012	-0.0014
Si	-0.0007	0.0012	-0.0001
Si	0.0084	0.0076	0.0132
Si	-0.001	-0.0028	0.0042
Si	0	0.0031	0.0045
Si	-0.0038	0.0007	-0.0002
Si	-0.0004	-0.0033	0.0074
Si	-0.0038	-0.0054	-0.0039
Si	-0.0041	-0.0002	0.0079
Si	0.0001	0.0028	0.0046
O	0.0022	0.0008	-0.0083
O	-0.0138	0.003	0.0051
O	-0.0148	0.01	0.0025
O	-0.0051	0.0043	-0.0062
O	0.0005	0.0006	-0.0054
O	-0.0004	-0.0005	-0.0041
O	0.0041	-0.0065	-0.005
O	0.0006	-0.0009	0.0035
O	-0.0063	0.006	-0.0014
O	0.0021	-0.0014	0.0041
O	-0.0019	-0.002	-0.0063
O	-0.0025	-0.0009	-0.0023
O	-0.007	0.0034	-0.0014
O	0.0026	-0.0049	-0.0003
O	0.0011	0.0004	-0.0023
O	-0.0016	0.0043	0.0013
O	-0.0006	-0.0026	0.0023
O	-0.0015	0.0042	-0.0135
O	0.0022	-0.0012	-0.0029
O	0.0014	-0.0053	-0.0028
O	0.0163	-0.0194	-0.0153
O	0.0034	-0.003	-0.0072
O	0.0026	0.0029	0.0006
O	-0.015	-0.0077	-0.0099
Si	-0.0047	0.0039	0.013
Si	-0.0011	0.0011	-0.0017
Si	0.0007	0	-0.0062
Si	0.0008	0.0011	0.0007
Si	0.0014	-0.0003	0.0009
Si	-0.0005	0.0013	-0.0006
Si	0.002	0.0038	-0.003
Si	-0.0016	0	-0.0022
Si	-0.0026	-0.0008	-0.006
Si	0.0003	-0.0024	0.0006
Si	0.003	-0.0013	0.0053
Si	0.0036	0.0009	-0.003
Si	-0.0023	-0.004	-0.0002
Si	0.0006	0.0005	-0.0032
Si	-0.004	0.0023	0.0016
Si	-0.0038	-0.0023	-0.0016
Si	-0.0008	0.0031	0.0082
Si	0.0031	0.0011	-0.0054
Si	0.0006	-0.0084	-0.0048
Si	-0.0068	-0.0005	-0.0012
Si	-0.0018	-0.0136	0.0069
Si	0.003	0.0009	0.0011
Si	0.0025	-0.0002	-0.0024
Si	0.0032	0.0004	0.0017
Si	0.0039	0.0012	-0.0006
Si	-0.0007	0.0001	0.0023
Si	0.0017	0.0008	0.0007
Si	-0.0064	-0.0012	-0.0124
Si	-0.005	0.0008	0.0013
Si	0.002	0.0044	-0.0046
Si	0.0104	-0.0041	0.0023
Si	-0.0049	-0.0044	-0.0022
Si	-0.0014	-0.0004	-0.0072
Si	0.0003	-0.0031	-0.0015
Si	0.0026	-0.0021	-0.0063
Si	0.0042	0.0011	0.0017
Si	-0.0041	0.0057	-0.0027
Si	0.0048	0.0016	-0.0027
O	-0.0007	0.001	0.0076
O	0.0003	-0.0007	0.0022
O	-0.0003	-0.0017	-0.0001
O	0.0014	-0.0005	0.0024
O	0.0026	-0.0018	-0.0002
O	-0.0122	-0.0033	-0.0047
O	-0.0019	0.0036	-0.0001
O	-0.0023	-0.0008	0.001
O	0.0004	-0.0025	0.0051
O	-0.0009	0.0026	0.0022
O	0.0097	0.0052	-0.0036
O	-0.0006	-0.0006	0.0068
O	0.0007	-0.0008	0.0029
O	0.0009	0.0052	0.006
O	-0.0052	0.0053	0.0042
O	-0.0005	-0.0025	0.0039
O	0.0005	0.0009	-0.0001
O	0.0019	0.0006	0.0024
O	-0.0012	-0.0014	-0.0001
O	-0.0013	-0.0019	0.001
O	0.0056	0.0065	-0.0001
O	-0.0012	0.0025	-0.0013
O	-0.0012	0.0001	0.0016
O	-0.0016	0.0025	0.0025
O	0.0087	-0.012	0.0062
O	-0.0011	0.0007	0.0031
O	-0.0024	0.0001	0.0001
O	-0.0024	-0.0026	-0.0003
O	-0.0018	-0.0001	-0.0007
O	-0.0008	-0.0015	0.0026
O	0.0055	-0.0063	-0.0249
O	0.0005	-0.0042	-0.0066
O	-0.0002	0.0005	-0.005
O	0.002	0.0024	0.0047
O	-0.0009	0.0014	0.0026
O	0	-0.0006	0.0023
O	-0.0007	0.0008	0.0025
O	0.0007	0.0011	0.0049
O	0.0017	0.0011	0.0008
O	0.0003	-0.0062	-0.0048
O	-0.0034	0.0006	0.0024
O	-0.0049	0.002	0.0016
O	0.0013	-0.002	-0.0021
O	0.0061	-0.0001	-0.0006
O	-0.0001	-0.0014	0.0046
O	0.0026	-0.0001	0.0001
O	0.003	-0.0009	0.0016
O	-0.002	-0.0026	0.0058
O	-0.0018	-0.0004	0.0039
O	0.0039	0.0099	0.0005
O	-0.0028	0.0017	0.0055
O	0.0139	0.008	0.013
O	-0.0005	-0.0031	0.0027
O	0.0076	0.0008	0.0057
O	0.0011	-0.0006	0.0017
O	0.0067	0.0032	-0.0003
O	-0.0027	0.0029	0.006
O	-0.0041	-0.0047	-0.0052
O	-0.0018	0.0104	0.0065
O	-0.0002	0.0005	0.0021
O	0.0025	-0.0023	-0.0038
O	-0.0028	-0.0026	0.0013
O	0.0009	-0.0003	-0.0008
O	-0.0013	0.0003	0.0061
O	-0.0007	0	-0.0004
O	-0.0007	0	0.0011
O	-0.0004	-0.0033	0.0001
O	-0.0053	0	0.0034
O	-0.0046	-0.0035	0.0043
O	0.0054	-0.0033	-0.003
O	0.0014	-0.0011	-0.0017
O	-0.0029	-0.0026	0.0009

The program warned: the cutoff lies below the one the program advises for these potential files; the forces do not sum to zero within the program's tolerance; the exchange-correlation potential is rough where the density is thin.
